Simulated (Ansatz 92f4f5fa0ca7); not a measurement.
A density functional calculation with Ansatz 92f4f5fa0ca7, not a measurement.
Periodic cell of 252 atoms, Si108O144, from a study of silicon, its oxide and their interface. The atomic structure is a simulated model.

Settings
functional: r2SCAN
potential files: Ansatz norm-conserving
basis: plane waves
wave-function cutoff: 1300 eV
density cutoff ratio: 4
exchange-correlation grid ratio: 1
k mesh: 2 x 2 x 1, shifted by 0.5 0.5 0.5 of a step
self-consistency stop: 5e-08 eV per atom in the density residual
occupations: Fermi-Dirac, 0.05 eV
spin: none
net charge: 0

Cell vectors (angstrom)
a, 11.5435, 0, 0
b, 0, 11.5435, 0
c, 2.9504, 5.5632, 31.7308

Atoms: element, x, y, z (angstrom)
Si, 0.6268, 2.5115, -0.3222
Si, 1.7537, 5.7415, 2.4655
Si, 0.2546, 8.2896, -0.9134
Si, 5.0453, 2.003, -1.8373
Si, 3.2797, 5.6739, 0.6632
Si, 4.4029, 8.4145, 0.0933
Si, 7.8715, 2.6836, -1.8264
Si, 7.7576, 5.5041, -0.6806
Si, 9.4762, 10.0026, -1.4164
Si, 2.2637, 2.4732, 2.4333
Si, -0.5293, 5.8529, 1.8252
Si, 2.1466, 9.5954, 1.3468
Si, 5.2329, 2.0712, 1.3291
Si, 6.1891, 4.7784, 1.7964
Si, 6.4212, 8.4901, 2.4287
Si, 9.5125, 0.9766, 0.2354
Si, 10.9188, 5.4265, -0.3731
Si, 9.5208, 8.4735, 2.6209
Si, 2.0477, 4.1367, 4.0707
Si, 2.0903, 7.5863, 3.9251
Si, 1.9775, 11.925, 3.2984
Si, 6.0253, 4.9655, 4.1398
Si, 5.9916, 7.2847, 4.3708
Si, 5.8201, 11.4519, 3.4251
Si, 9.886, 5.0337, 4.3135
Si, 9.6573, 7.3789, 4.648
Si, 9.7451, 11.5253, 3.1824
Si, 0.2064, 4.3207, 5.5497
Si, 0.2215, 7.9474, 5.4377
Si, 0.0896, 11.9209, 4.6116
Si, 4.0099, 4.1981, 5.35
Si, 3.9458, 7.7635, 5.4151
Si, 3.8753, 11.7209, 4.7309
Si, 7.9201, 4.2017, 5.2784
Si, 7.7356, 7.7229, 5.8564
Si, 7.84, 11.6247, 4.5811
Si, 0.1545, 2.117, 6.3535
Si, 0.178, 6.2106, 7.1018
Si, 0.1627, 10.1633, 6.2357
Si, 4.0624, 2.0165, 6.4197
Si, 3.7998, 5.9314, 6.9882
Si, 3.9461, 9.9606, 6.3616
Si, 7.8602, 1.9473, 5.9837
Si, 7.7488, 5.7175, 7.1268
Si, 7.875, 10.0072, 6.4275
Si, 2.0444, 1.4201, 7.6492
Si, 2.0039, 6.213, 8.5449
Si, 2.0499, 10.6342, 7.5715
Si, 6.1336, 1.382, 7.4803
Si, 5.6981, 5.5598, 8.2915
Si, 5.8841, 10.6123, 7.5235
Si, 9.6981, 1.588, 7.3466
Si, 9.6492, 6.4236, 8.3245
Si, 9.8366, 10.7299, 7.5726
Si, 2.0362, 4.936, 10.4625
Si, 1.5044, 8.8381, 9.8969
Si, 2.2527, 2.0249, 9.9485
Si, 6.3837, 6.8598, 10.8964
Si, 6.1238, 9.6768, 10.6115
Si, 4.7137, 3.6071, 10.3554
Si, 9.1676, 5.7614, 11.2721
Si, 8.6704, 10.918, 11.1518
Si, 8.2265, 1.7978, 9.6794
Si, 1.3752, 4.7946, 13.2607
Si, 2.0218, 9.2241, 13.0025
Si, 2.8719, 0.7077, 12.6856
Si, 5.4876, 2.0999, 12.8595
Si, 4.8043, 8.3618, 12.7194
Si, 3.2924, 2.9773, 14.3631
Si, 10.0238, 3.963, 13.3941
Si, 10.0533, 9.169, 9.2941
Si, 8.4141, 1.6607, 12.6633
Si, 5.3698, 6.6626, 29.1444
Si, 1.2478, 6.6991, 20.0725
Si, 2.0085, 5.0029, 16.0692
Si, 2.1865, 7.699, 17.3875
Si, 9.324, 6.7073, 14.023
Si, 9.1649, 4.6488, 22.2268
Si, 7.7238, 2.069, 22.6689
Si, 4.9894, 8.4335, 17.3046
Si, 7.1206, 9.7663, 18.6076
Si, 2.6139, 4.1921, 20.8146
Si, 7.0057, 11.0106, 23.8101
Si, 5.0192, 3.5611, 22.3319
Si, 8.9874, 10.1244, 16.4633
Si, -0.0754, 8.5942, 15.3415
Si, 9.961, 2.7968, 19.9123
Si, 8.783, 0.4336, 18.6751
Si, 9.7908, 9.7181, 23.3937
Si, 9.8541, 11.9377, 21.244
Si, 6.4173, 6.1627, 22.2842
Si, 5.393, 8.9645, 22.5184
Si, 12.7456, 12.0068, 27.1287
Si, 11.0215, 7.1312, 22.5767
Si, 4.4667, 10.2018, 24.9365
Si, 2.3878, 2.6713, 23.3986
Si, 0.6921, 4.2271, 18.5833
Si, 5.6689, 7.7317, 20.0179
Si, 6.9162, 8.5143, 14.9456
Si, 1.8739, 11.4529, 24.3517
Si, 4.4441, 8.9464, 27.7509
Si, 14.8558, 4.3059, 28.6613
Si, 6.593, 10.3456, 29.4657
Si, 8.6242, 12.848, 29.4297
Si, 10.9178, 2.4969, 28.1254
Si, 1.5058, 9.0095, 27.7283
Si, 1.7806, 3.1257, 26.4436
Si, 0.6207, 8.8423, 24.6876
O, 1.2983, 2.7702, 1.1345
O, -0.5142, 1.3651, -0.1973
O, 8.2339, 9.39, -2.2699
O, -1.3079, 8.7375, -0.7414
O, 4.9835, 1.8982, -0.237
O, 3.8535, 2.5644, 2.0235
O, 4.7579, 5.2802, 1.2227
O, 5.6373, 8.0722, 1.0779
O, 3.5822, 9.7325, 0.5563
O, 8.5389, 2.0543, -0.4861
O, 6.5932, 1.7813, -2.3263
O, 9.3624, 5.6169, -0.884
O, 7.3784, 5.4955, 0.9162
O, -1.0381, 7.4422, 1.82
O, 8.0038, 8.5089, 2.0231
O, 1.7299, 11.0639, 1.8824
O, 2.2889, 8.7081, 2.7082
O, 5.7789, 0.7136, 1.9968
O, 6.3766, 3.182, 1.5751
O, 5.835, 9.9187, 2.8896
O, 9.0037, -0.481, -0.2988
O, 9.4344, 0.9614, 1.8675
O, -1.4978, 4.7738, 2.6599
O, 10.1128, 10.01, 2.6009
O, 1.4316, 3.4264, 10.1949
O, 2.4222, 7.6734, 9.2456
O, 1.9595, 10.2355, 9.2
O, 5.3347, 6.91, 12.1624
O, 3.8736, 2.3118, 9.8679
O, 5.6254, 6.6877, 9.4779
O, 5.6301, 4.1329, 9.1215
O, 5.7915, 10.0633, 9.0943
O, 9.3336, 2.5233, 8.727
O, 8.8154, 0.2831, 9.8162
O, 9.9173, 5.8635, 9.853
O, 9.1188, 7.9706, 8.6491
O, 3.6587, 4.7992, 10.7019
O, 1.3037, 5.5741, 11.8285
O, 3.3112, 8.2631, 13.3537
O, 1.5159, 8.899, 11.5081
O, 2.5473, 1.5502, 14.0665
O, 2.0466, 1.1136, 11.3206
O, 7.0381, 8.3341, 10.7646
O, 7.5425, 5.7526, 11.0965
O, 4.7501, 9.4078, 11.4517
O, 7.0648, 10.7519, 11.3687
O, 5.588, 3.2028, 11.6671
O, 6.9312, 1.5225, 13.2935
O, 9.7008, 4.3638, 11.8628
O, 11.6306, 3.8291, 13.523
O, 9.5578, 9.616, 10.8117
O, 11.5159, 8.4936, 9.4705
O, 8.2198, 2.3544, 11.1964
O, 6.7347, 1.7574, 9.023
O, 1.7691, 1.9304, -1.3347
O, -0.031, 3.9447, -0.7804
O, 7.5178, 9.0158, 29.3356
O, 5.3148, 7.5866, 27.8161
O, 0.2966, 6.662, -0.9842
O, 5.4425, 5.0272, 22.9316
O, 5.9932, 10.733, 25.0513
O, 4.9327, 8.4571, -1.4381
O, 3.0712, 4.8365, -0.7318
O, 10.5458, 10.8212, -2.3391
O, 3.3125, 7.2261, 0.209
O, 2.9514, 8.5038, 28.2817
O, 9.3039, 2.1283, 28.1633
O, 10.455, 5.5827, 22.6532
O, 6.8879, 6.6674, -1.4065
O, 11.5414, 12.5337, 28.0768
O, 1.0715, 8.9737, 0.3072
O, 11.7298, 3.2956, 26.9164
O, 2.7268, 3.9078, 13.1485
O, 7.8412, 9.8238, 15.3115
O, 0.8417, 4.3423, 16.9716
O, 0.8461, 9.0677, 14.0951
O, 8.4122, 9.2426, 17.7232
O, 1.5044, 5.6588, 14.6456
O, 3.0128, 3.7479, 15.7536
O, 3.4237, 8.6715, 16.9399
O, 5.9021, 8.9476, 13.7576
O, 6.9974, 8.6686, 19.7939
O, 4.5683, 5.2971, 28.8486
O, 4.4795, 0.8937, 12.4183
O, 9.3382, 2.5241, 13.6748
O, 9.5269, 6.8937, 12.4068
O, 9.3803, 5.1057, 14.3612
O, 5.7053, 9.8115, 17.7825
O, 7.2793, 12.6184, 23.8812
O, 2.6671, 6.1945, 16.9403
O, 5.9347, 7.8935, 16.0946
O, 4.8937, 2.8008, 14.2073
O, 4.1717, 9.3212, 26.231
O, 1.8818, 7.755, 18.9917
O, 4.9947, 7.4071, 18.5788
O, 7.279, 4.1258, -1.3952
O, 8.8193, 2.0186, 19.0202
O, 10.7028, 1.7748, 20.9833
O, 0.8589, 8.1341, 16.5714
O, 6.2437, 7.6295, 22.9803
O, 3.4091, 11.4274, 24.908
O, 2.5319, 10.7428, 13.0687
O, 4.0267, 2.7783, 23.3676
O, 4.7434, 8.6093, 21.0604
O, 8.7724, 3.2779, 23.0811
O, 4.2555, 9.2449, 23.6358
O, 10.4557, 9.7491, 15.8814
O, 7.3279, 11.3227, 19.0096
O, 1.6661, 10.6285, 27.8154
O, 0.4814, 7.4446, 23.8484
O, 7.8958, 7.3034, 14.4826
O, 9.784, 11.2294, 19.7641
O, 8.3791, 12.5387, 21.6339
O, 2.2841, 13.2244, 27.0533
O, 9.833, 8.27, 22.6185
O, 9.3718, 4.0965, 20.6974
O, 8.3615, 10.1586, 23.9743
O, 9.1532, 11.7482, 12.4755
O, 6.3734, 2.7191, 22.0335
O, 11.0148, 3.2229, 18.7876
O, 0.3181, 7.3893, 21.1993
O, 10.6882, 9.5324, 24.7373
O, 2.0081, 3.6634, 19.3888
O, 7.9443, 5.6824, 22.3902
O, 2.413, 5.8176, 20.8179
O, 0.3178, 5.6831, 19.1987
O, 2.8667, 4.1636, 27.0983
O, 15.285, 2.9055, 29.3892
O, 10.3529, 10.8969, 22.3803
O, 1.5238, 9.9402, 23.8538
O, 6.965, 6.4005, 29.3838
O, 9.115, 11.6408, 17.0929
O, 6.0637, 6.323, 20.6975
O, 1.8576, 3.2544, 24.832
O, 7.5191, 11.665, 29.0762
O, 4.1835, 3.785, 20.9406
O, 0.8106, 11.761, 25.5675
O, 11.8925, 8.4024, 28.6934
O, 6.2868, 10.3474, 22.4778
O, 1.1707, 8.5636, 26.1947
O, 1.846, 12.6683, 23.2687
O, 5.2799, 10.1454, 28.5037
O, 1.849, 3.538, 22.1207
O, 10.5357, 7.3806, 14.83

Results
free energy: -79498.786 eV
free energy less fixed offsets of O -463.61, Si -117.95 eV per atom: -0.346 eV
pressure: -1.56 GPa
stress xx, yy, zz, yz, xz, xy (GPa, positive in tension): 1.6, 0.87, 2.21, 0.09, -0.12, 0.08

Forces (eV/angstrom), in the order of the atoms: element, x, y, z
Si, 0.005, -0.0332, -0.1632
Si, -0.1477, 0.3033, 0.5461
Si, -0.1434, 0.0827, -0.1792
Si, 0.0959, -0.2472, -0.3166
Si, 0.4781, -0.083, -0.3171
Si, 0.2149, 0.0012, -0.2711
Si, -0.1385, -0.1549, -0.0471
Si, -0.3045, -0.0521, -0.1289
Si, -0.0747, -0.0303, -0.06
Si, 0.0624, -0.1246, 0.1001
Si, -0.1247, -0.0304, 0.2532
Si, 0.0638, -0.3416, 0.1819
Si, 0.0135, -0.0141, -0.0609
Si, 0.102, -0.0395, 0.0328
Si, -0.0617, -0.0839, -0.0886
Si, -0.1539, -0.0383, -0.2119
Si, -0.2142, -0.2036, -0.8132
Si, 0.0307, -0.1604, 0.2624
Si, -0.0575, -0.1792, 0.0701
Si, -0.0608, 0.2573, -1.0291
Si, -0.1253, -0.0027, -0.5438
Si, -0.2007, -0.0116, -0.021
Si, 0.0528, -0.1265, -0.0585
Si, 0.0721, -0.1955, -0.5272
Si, -0.4078, -0.0702, -0.3352
Si, 0.07, 0.0107, -0.219
Si, -0.1134, -0.055, -0.5446
Si, 0.1922, 0.0786, 0.1831
Si, 0.1044, -0.1056, 0.2682
Si, -0.1928, 0.1444, 0.5439
Si, 0.1722, -0.1558, 0.0324
Si, -0.0621, 0.048, 0.3946
Si, 0.2885, 0.1228, 0.5207
Si, -0.1096, 0.0609, 0.3172
Si, -0.0576, 0.1199, 0.1745
Si, -0.0805, -0.2826, 0.2183
Si, 0.2702, -0.1771, -0.3302
Si, -0.0856, 0.0668, -0.2497
Si, -0.2076, -0.098, -0.1154
Si, -0.2529, 0.1623, -0.2953
Si, 0.0904, -0.1712, -0.5087
Si, -0.0366, -0.0982, -0.3324
Si, -0.0268, 0.1054, -0.3267
Si, 0.034, -0.0734, 0.0634
Si, -0.0363, 0.0381, -0.1858
Si, 0.0632, 0.3257, -0.1664
Si, 0.2398, 0.4231, -0.2753
Si, 0.0283, 0.1501, 0.2491
Si, -0.0237, 0.3861, 0.4844
Si, 0.2262, 0.0511, 0.3783
Si, 0.2096, -0.5562, 0.5213
Si, 0.2044, 0.15, 0.5259
Si, -0.2938, -0.123, 0.3878
Si, -0.0105, -0.0244, -0.2717
Si, -0.0436, -0.423, 0.5038
Si, -0.0818, 0.1269, 0.1726
Si, 0.2269, -0.1829, 0.4409
Si, -0.1536, 0.1369, 0.1382
Si, -0.0884, 0.0148, 0.1093
Si, 0.3002, -0.0253, 0.1869
Si, 0.0225, -0.1668, 0.1832
Si, -0.0502, 0.0099, 0.5784
Si, -0.0854, 0.2738, 0.2883
Si, -0.1601, -0.2006, 0.0262
Si, 0.3115, 0.1074, 0.3393
Si, 0.0579, -0.2244, 0.0245
Si, 0.2728, -0.2341, 0.3087
Si, -0.0922, -0.069, 0.1244
Si, 0.2164, -0.0764, -0.0009
Si, -0.1091, -0.3425, 0.1164
Si, -0.4902, -0.0189, 0.2084
Si, 0.115, -0.0668, 0.529
Si, 0.2778, -0.2436, -0.1705
Si, -0.0263, 0.1172, -0.1213
Si, 0.059, -0.0964, -0.1697
Si, 0.0178, 0.0624, -0.3137
Si, -0.0458, -0.1416, 0.1648
Si, 0.0523, 0.0357, -0.0475
Si, -0.1102, -0.0639, 0.0959
Si, -0.0816, 0.0502, -0.3292
Si, -0.0288, 0.0652, -0.0931
Si, 0.0772, -0.0593, -0.1057
Si, -0.103, -0.0698, 0.1759
Si, -0.0061, 0.0921, -0.0447
Si, 0.0956, -0.0885, -0.3346
Si, -0.0597, -0.0181, -0.2912
Si, 0.0474, 0.0949, -0.2443
Si, -0.0514, -0.0524, -0.1304
Si, -0.0064, -0.049, 0.1353
Si, 0.0991, -0.066, -0.1627
Si, -0.0117, -0.0377, 0.0058
Si, -0.1625, 0.0153, 0.0245
Si, -0.1041, -0.0286, 0.4508
Si, 0.1096, -0.0115, 0.035
Si, -0.0863, -0.0985, 0.3992
Si, -0.0791, 0.0093, 0.2104
Si, -0.0595, -0.0954, -0.3238
Si, -0.0046, -0.0495, -0.1684
Si, -0.0254, -0.0483, -0.3274
Si, 0.0516, 0.0231, 0.1372
Si, 0.1943, -0.1756, 0.2517
Si, 0.0862, 0.0953, 0.0895
Si, 0.1743, 0.0451, -0.0439
Si, -0.124, 0.1495, -0.1342
Si, -0.3248, 0.0665, 0.375
Si, 0.006, -0.1439, 0.3462
Si, 0.128, 0.225, 0.3054
Si, 0.0793, -0.0397, 0.2864
O, 0.3053, 0.0164, 0.253
O, -0.0406, 0.0772, 0.0973
O, 0.2673, -0.1186, -0.1703
O, 0.2013, 0.1456, -0.1335
O, 0.0458, 0.0649, 0.1499
O, -0.1555, 0.1228, -0.137
O, -0.2294, -0.0345, -0.1621
O, -0.0824, 0.237, -0.0652
O, -0.23, -0.0851, 0.2196
O, 0.0873, -0.0422, 0.0424
O, 0.004, 0.3216, 0.307
O, 0.2269, 0.0087, 0.0978
O, -0.1317, -0.1179, 0.0275
O, 0.0055, -0.2584, -0.1338
O, 0.0123, 0.1937, 0.0548
O, 0.1607, -0.1539, 0.2095
O, 0.0372, 0.5393, 0.0606
O, -0.2327, 0.2765, 0.2436
O, -0.1543, -0.0153, -0.1918
O, 0.0439, -0.1696, 0.0173
O, 0.2088, 0.1171, 0.1297
O, 0.2454, -0.3305, 0.2418
O, 0.4949, 0.7009, 0.3017
O, -0.2886, -0.1578, 0.0445
O, 0.3125, 0.1331, 0.1508
O, -0.2871, 0.0642, 0.0313
O, -0.1606, -0.2983, -0.2183
O, 0.1768, 0.2522, -0.3375
O, -0.2429, 0.1654, 0.1243
O, 0.0441, -0.2036, 0.1501
O, -0.1864, 0.1291, -0.0354
O, 0.0734, 0.1517, -0.1262
O, -0.2136, -0.5983, -0.408
O, -0.2875, 0.1112, 0.1748
O, -0.0252, 0.1558, -0.2438
O, 0.7558, 0.0972, 0.1237
O, -0.2722, -0.1615, 0.0585
O, 0.3325, -0.2912, -0.3357
O, -0.0502, 0.1885, -0.2759
O, 0.1009, -0.0359, -0.3647
O, 0.2175, 0.2708, -0.2619
O, 0.1815, 0.2878, -0.1238
O, -0.2046, -0.0266, -0.06
O, 0.1158, 0.1351, -0.0759
O, 0.2633, -0.139, -0.0601
O, 0.2444, -0.0135, -0.3022
O, -0.3143, 0.0089, -0.3027
O, 0.0577, 0.15, -0.3886
O, 0.0042, 0.225, 0.1843
O, 0.1155, 0.3563, -0.1077
O, -0.0025, 0.0153, -0.3927
O, 0.1706, 0.1705, -0.0539
O, -0.0787, -0.2696, -0.2503
O, 0.1529, -0.1193, -0.326
O, -0.1907, 0.1369, 0.0598
O, 0.0226, 0.1014, 0.0181
O, -0.1772, 0.032, 0.19
O, -0.2274, 0.2431, 0.1946
O, -0.1337, -0.1445, 0.1387
O, 0.0806, -0.1138, -0.2631
O, -0.0437, -0.0464, -0.439
O, -0.0347, -0.2318, 0.3437
O, 0.0259, 0.2405, 0.2649
O, 0.0874, -0.2865, 0.0188
O, 0.0723, -0.0576, -0.0389
O, -0.0025, 0.2069, -0.1797
O, 0.3479, -0.1012, 0.1265
O, -0.1033, 0.115, -0.108
O, 0.0388, -0.0906, 0.0729
O, 0.2865, 0.1136, -0.2781
O, 0.036, -0.0095, 0.12
O, 0.2898, -0.2206, 0.0153
O, -0.1351, 0.0514, 0.2166
O, 0.0721, -0.1386, 0.3194
O, 0.1557, 0.1297, 0.3105
O, -0.0419, -0.1383, 0.0746
O, -0.2101, 0.3151, 0.0905
O, 0.1218, -0.2578, 0.0711
O, -0.282, 0.2568, -0.1196
O, 0.1217, -0.2392, 0.2867
O, 0.0369, -0.1419, 0.0483
O, -0.2961, 0.0428, -0.1229
O, -0.1561, 0.0827, 0.059
O, -0.2207, 0.3195, 0.0596
O, -0.0436, 0.2282, -0.417
O, -0.0921, -0.2081, -0.0495
O, 0.1878, 0.1469, -0.3189
O, 0.2139, -0.3437, 0.1953
O, 0.0516, -0.0746, -0.3027
O, -0.2081, 0.1171, 0.1092
O, -0.0952, 0.2503, 0.287
O, -0.3875, -0.0853, -0.3439
O, 0.0015, 0.1899, -0.292
O, -0.0284, -0.255, 0.0953
O, 0.1332, 0.2981, 0.1919
O, 0.1469, 0.0388, 0.0919
O, 0.2291, -0.1776, 0.2338
O, -0.3379, -0.0519, -0.0852
O, 0.2063, -0.1062, 0.1687
O, -0.1234, 0.0346, -0.2931
O, -0.1625, -0.1589, -0.1949
O, -0.0731, -0.0552, -0.1367
O, -0.0989, 0.1006, -0.2421
O, 0.374, -0.1661, 0.105
O, -0.1194, 0.0069, -0.2851
O, 0.3228, 0.1466, -0.0759
O, -0.251, -0.0678, 0.1644
O, 0.2819, -0.2452, -0.1031
O, -0.0881, -0.0052, -0.2938
O, -0.2284, 0.1971, -0.2023
O, 0.0485, 0.231, 0.01
O, -0.2049, 0.3608, 0.1296
O, 0.1425, 0.0879, 0.0904
O, -0.3149, -0.0005, -0.2229
O, 0.1883, 0.0733, 0.1495
O, 0.0693, -0.1736, 0.1933
O, 0.0324, 0.102, -0.1992
O, -0.358, 0.1104, -0.5825
O, 0.0553, 0.0542, 0.1735
O, 0.0501, 0.1096, 0.2695
O, -0.0063, -0.2043, 0.0747
O, 0.1471, -0.1026, -0.3947
O, -0.1811, 0.288, 0.2059
O, -0.0921, -0.1333, -0.0798
O, -0.1823, -0.1295, -0.1604
O, 0.2805, -0.0833, 0.143
O, -0.2843, -0.2972, 0.0145
O, -0.2511, 0.0793, 0.2192
O, -0.1824, -0.0068, 0.0054
O, -0.0865, 0.0728, 0.181
O, -0.2002, 0.377, 0.1158
O, -0.1404, -0.2082, 0.3755
O, -0.0467, 0.2672, 0.2686
O, 0.0901, -0.2343, -0.2624
O, -0.0232, -0.0569, 0.2222
O, -0.1431, 0.0514, 0.3387
O, 0.316, -0.0861, -0.2212
O, 0.1454, 0.1648, -0.0228
O, 0.0002, -0.1313, 0.2331
O, -0.0501, 0.2042, -0.3132
O, 0.0893, 0.081, 0.1672
O, -0.0875, -0.2128, -0.0263
O, 0.221, -0.0236, -0.0455
O, 0, 0.1378, 0.01
